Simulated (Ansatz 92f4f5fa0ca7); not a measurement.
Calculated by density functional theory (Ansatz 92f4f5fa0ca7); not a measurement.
Periodic cell of 180 atoms, Si99O81, from a study of silicon, its oxide and their interface. The atomic structure is a simulated model.

Settings: functional PBE; potential files Ansatz PAW; basis plane waves; wave-function cutoff 700 eV; density cutoff ratio 5; exchange-correlation grid ratio 2; k mesh 2 x 2 x 1, shifted by 0.5 0.5 0.5 of a step; self-consistency stop 5e-08 eV per atom in the density residual; occupations Fermi-Dirac, 0.05 eV; spin none; net charge 0.

Cell vectors (angstrom)
a 11.5983 0 0
b 0 11.5983 0
c 4.1541 1.7792 24.2593

Atoms and the computed forces on them: element, x, y, z (angstrom), force x, y, z (eV/angstrom)
Si -1.0748 4.1276 -0.5229 0.06 -0.2378 -0.2703
Si -1.4373 8.1926 -0.1497 -0.1556 0.4891 -0.0933
Si -0.5772 12.9832 -1.5304 0.3612 -0.0771 -0.3895
Si 0.8837 3.7728 0.8298 -0.0419 0.1902 0.2502
Si 2.8533 5.997 0.0605 0.0009 -0.293 -0.2528
Si 2.0451 11.6517 -1.6139 -0.2113 -0.0855 -0.332
Si 5.2447 2.2058 1.8359 -0.3047 0.1384 -0.3199
Si 6.8156 6.1691 0.2397 -0.327 0.1 -0.2618
Si 7.5801 11.9252 -0.2353 0.0312 -0.3566 -0.2595
Si 4.6836 0.4387 -0.5331 -0.332 0.0367 -0.1435
Si 0.3328 7.3401 1.3552 0.6886 -0.1547 -0.0866
Si 0.6971 12.2738 0.9663 -0.1574 -0.113 -0.1799
Si 7.5852 2.1861 1.2211 0.2443 0.103 0.3618
Si 4.7477 6.2058 1.4646 0.1091 0.1156 0.291
Si 5.0908 10.2288 1.8063 -0.1383 0.0268 -0.2304
Si 8.367 4.3836 0.7352 0.274 0.033 0.063
Si 8.1726 8.0594 1.0344 -0.4536 -0.0326 0.2666
Si 7.4119 10.2822 1.4637 0.1881 0.0108 0.2932
Si 0.5697 5.0621 2.7134 -0.038 -0.1592 -0.1198
Si 0.6574 8.8473 3.1387 0.0494 0.1861 0.1216
Si 0.6145 11.297 3.1133 -0.0968 -0.1527 0.356
Si 4.5822 4.2706 2.7732 0.2029 -0.0563 0.2083
Si 4.5933 8.1829 2.8816 0.0218 -0.0472 0.1233
Si 4.6888 12.0052 3.2857 0.1586 -0.1105 0.3296
Si 8.4662 5.0051 3.0503 -0.3338 0.0888 0.5854
Si 8.4192 7.4599 3.2935 0.0602 -0.0182 0.0122
Si 8.3322 11.7276 3.2319 -0.1301 0.1568 -0.2617
Si -1.1408 4.3519 4.1336 0.1525 0.0139 0.1131
Si -1.2256 8.2843 4.4809 -0.3378 -0.1848 -0.1185
Si -1.3275 11.7533 4.5461 0.3308 -0.051 0.1903
Si 2.5597 4.4527 4.0047 -0.0235 0.0629 -0.0295
Si 2.6588 8.2965 4.2895 0.1519 -0.0726 -0.1271
Si 2.5676 12.0644 4.3362 -0.107 0.0562 0.0487
Si 6.4115 4.3291 4.2828 -0.1025 0.0039 -0.3764
Si 6.4366 8.1173 4.4763 0.0225 0.0229 -0.0899
Si 6.5476 11.9244 4.7738 -0.0327 0.1172 0.0877
Si -1.2304 2.3488 5.5645 0.0922 0.2502 -0.1248
Si -1.0862 6.2335 5.5566 0.2275 -0.1012 0.1699
Si -1.3118 9.9754 6.2036 0.1227 -0.0555 -0.101
Si 2.5619 2.5799 5.5254 -0.028 0.0061 -0.0121
Si 2.6621 6.2512 5.4892 0.1003 0.1244 0.2551
Si 2.6669 10.1701 5.7359 -0.277 -0.1111 0.1143
Si 6.4657 2.467 5.807 -0.1006 0.1505 -0.1189
Si 6.3335 6.1573 5.7469 0.0079 -0.3651 -0.0999
Si 6.57 9.9375 6.1212 0.0187 -0.1904 -0.1892
Si 0.6946 2.4461 6.9492 0.1269 -0.1644 -0.066
Si 0.8192 6.3955 6.9415 -0.0496 -0.1562 -0.1128
Si 0.8204 10.0667 7.3499 0.1925 0.0298 -0.0696
Si 4.457 2.5731 7.1366 0.0503 0.1389 -0.14
Si 4.3803 6.1814 7.1199 0.0752 0.1517 -0.2087
Si 4.4802 10.1366 7.1949 -0.1152 0.0713 0.2463
Si 8.4652 3.1516 6.8294 -0.0209 -0.1725 0.127
Si 8.5101 5.5284 6.5523 -0.7327 0.9661 -0.5434
Si 8.4224 9.4893 7.6972 0.1137 -0.3052 -0.4626
Si 0.4824 4.4673 8.165 -0.2146 0.2341 0.0898
Si 1.0596 7.0884 10.8753 -0.2923 -0.039 0.1941
Si 1.5208 12.1753 8.3013 -0.2203 0.0673 -0.1075
Si 4.3905 4.4377 8.756 -0.1001 -0.0087 0.0083
Si 3.7821 8.1593 8.279 0.2773 -0.1752 0.0318
Si 3.913 12.1707 8.3277 0.0993 -0.0831 0.0346
Si 9.994 5.1967 9.1711 0.932 0.4716 0.1796
Si 8.5136 7.0181 8.3211 0.0386 -0.8524 -0.0379
Si 8.3407 10.7185 9.7856 -0.3259 0.0047 -0.1565
Si 2.1306 4.3582 9.8126 -0.1344 -0.2527 0.1964
Si 1.3863 8.0611 8.5774 -0.0427 -0.0277 -0.1128
Si 0.8104 13.1412 10.3166 0.6069 0.2124 -0.1616
Si 6.6525 5.0372 9.7613 -0.3379 0.4075 -0.0561
Si 4.9792 8.4729 11.1886 -0.1042 -0.1187 -0.0356
Si 5.3871 11.4471 10.9435 -0.2574 0.2188 0.2064
Si 8.3289 3.5484 9.1293 0.036 -0.039 -0.1646
Si 10.3034 6.4394 11.1225 0.6279 -0.586 -0.3893
Si 9.4042 12.7339 10.4246 0.489 0.7595 0.3466
Si 2.6171 8.5555 22.2812 0.1933 -0.0521 -0.553
Si 1.968 5.2731 14.8283 0.119 -0.0509 0.0132
Si 7.7188 7.0321 18.6318 -0.0107 0.0522 -0.0869
Si 5.3217 8.1679 17.3654 -0.0663 0.2458 0.0493
Si 3.1951 4.1134 17.0569 0.0462 -0.0806 0.0348
Si 11.9428 4.9084 17.2104 -0.0492 -0.0029 -0.0051
Si 13.3571 1.0313 22.6973 -0.2447 0.2399 -0.2879
Si 2.8529 7.8319 13.1103 0.0114 0.1787 0.1256
Si 7.1552 8.3009 13.0213 -0.2269 -0.0075 0.3375
Si 11.1807 8.3216 21.5462 -0.0808 0.0838 -0.1373
Si 5.7786 5.244 17.2062 0.0214 -0.0077 0.0544
Si 4.7788 9.6568 14.7241 0.0009 0.0954 0.1178
Si 16.1555 9.1096 20.0393 0.2327 0.0818 -0.1735
Si 7.1837 3.334 15.0206 -0.1002 -0.1148 0.1261
Si 9.3243 9.4177 11.4574 0.149 -0.8437 0.6926
Si 7.1299 8.316 21.2695 -0.2039 0.3071 -0.3054
Si 11.776 0.5267 15.3877 0.0741 0.0636 0.3139
Si 2.6733 2.3954 14.7751 0.0828 -0.1002 0.0474
Si 7.8237 5.4049 12.6941 0.2124 0.0132 0.1172
Si 9.1192 12.1598 18.9861 -0.1145 0.0261 -0.0969
Si 11.2119 10.3683 17.8413 -0.0367 0.1232 -0.08
Si 5.2265 12.6755 13.804 -0.0951 -0.0005 0.3764
Si 9.7855 2.6389 16.7998 -0.0352 -0.1726 0.1437
Si 10.7283 7.3851 18.5938 -0.1387 0.0587 -0.2606
Si 11.381 11.2474 20.5866 -0.1716 0.1039 -0.2845
Si 6.6375 11.1534 20.4795 -0.0498 0.0439 -0.0376
Si 11.0489 11.5815 12.4302 0.1844 -0.0271 0.2792
O 1.6975 7.1261 0.3722 -0.3344 0.1815 0.3537
O 0.9756 12.8198 -2.0796 -0.1875 0.1114 0.1625
O 6.1846 0.3823 -1.1836 0.0291 0.0587 0.2437
O 4.4812 1.7872 0.3888 0.2821 -0.1922 0.1407
O 1.2631 2.1993 1.2142 0.2391 0.3239 -0.0901
O 4.3847 -0.9564 0.3186 0.383 0.1106 0.212
O 1.661 11.3663 -0.0312 0.0717 -0.0614 0.1404
O -0.6731 12.5266 0.0612 -0.0953 0.0002 0.1454
O 8.6107 1.6322 2.4729 -0.5532 -0.0774 -0.3314
O 4.6218 10.0614 11.407 0.038 0.1079 -0.1097
O 6.7515 11.0878 10.134 0.1657 -0.0807 -0.0493
O 4.6251 7.9964 9.702 -0.0635 -0.005 0.0866
O 9.7266 12.4822 12.0407 -0.2591 -0.0255 -0.2508
O 10.8276 13.4252 9.8771 -0.4305 -0.2227 0.0483
O 6.8561 8.2786 17.9672 0.0328 -0.1339 0.0153
O -1.1859 2.8864 -1.6425 -0.05 0.086 0.0523
O 7.5431 9.8928 21.0145 0.0112 -0.1722 0.0877
O -1.4829 11.9448 -2.3865 -0.0009 -0.1586 0.0955
O 2.207 4.473 0.1175 0.0655 0.036 -0.0019
O 3.1752 5.2961 15.9207 -0.0533 -0.0095 -0.0168
O 3.3422 6.1546 -1.4789 0.1537 0.016 -0.0228
O 7.8483 7.2775 20.239 0.0324 -0.0023 0.1015
O 10.6199 3.965 17.2367 0.068 0.0753 0.01
O 3.581 0.5692 -1.7323 0.195 -0.0039 0.1754
O 14.3271 -0.032 23.5019 0.1734 -0.4118 0.2179
O 4.9254 9.3279 16.3089 -0.0153 -0.0908 -0.0209
O 1.6941 14.5296 10.6148 -0.1066 -0.1837 -0.093
O 15.8711 8.3572 18.6156 0.0111 -0.0261 0.1121
O 7.5532 11.9778 19.41 0.0763 -0.0346 0.0332
O 10.0773 12.2078 20.3165 0.1241 -0.0704 0.0568
O 5.6985 12.3379 12.2805 0.1154 -0.0983 -0.3142
O 1.955 5.6606 10.8493 -0.0037 0.2043 -0.1245
O 0.777 12.2414 11.7043 -0.2072 -0.002 0.1585
O 3.3458 9.0263 14.1535 -0.044 -0.095 -0.127
O 7.1191 6.532 9.1533 -0.2805 -0.0847 0.3183
O 6.2715 4.3057 15.9706 0.0127 0.0338 -0.0082
O 4.1964 7.5071 12.2504 0.1307 -0.0779 -0.115
O 8.5221 9.1887 12.9092 0.1715 0.186 -0.3616
O 11.7252 6.1824 18.1792 0.0261 0.0138 0.0564
O 6.8247 5.1251 11.4187 -0.0651 0.0488 -0.1796
O 10.7875 10.0786 11.8326 -0.0051 0.0384 -0.1295
O 8.2815 13.9067 10.2541 -0.0678 0.2025 -0.124
O 9.4075 5.5876 12.2373 -0.2762 0.1426 0.382
O 7.6605 4.1474 13.6997 0.0283 0.0452 -0.1374
O 2.2336 6.5185 13.8426 0.0108 -0.0824 0.027
O 4.527 4.4438 17.9536 -0.0483 0.0068 -0.0923
O 4.415 12.288 9.9351 0.0257 -0.0541 -0.1868
O 13.3059 4.1424 17.7637 -0.0118 0.0128 0.0154
O 3.2027 9.26 20.9082 -0.2327 -0.0555 0.2552
O 10.7901 1.6568 15.9927 0.039 -0.0219 -0.0885
O 1.6017 1.1958 14.9916 -0.0307 0.0031 -0.0234
O 9.2284 1.9568 18.1685 0.057 0.0607 -0.0479
O 0.5629 5.4228 15.6563 0.0059 -0.0001 0.0022
O 4.8821 11.2779 14.5923 0.015 0.0257 -0.1497
O 6.3633 1.9768 14.5778 0.0166 0.0427 -0.0766
O 6.565 8.2726 11.4918 0.0253 0.0079 -0.1282
O 11.2174 8.7469 17.8346 -0.0156 -0.1047 0.0713
O 7.4108 6.7694 13.5185 0.0131 -0.0448 -0.2432
O 10.7351 7.5056 20.2156 0.0117 0.0211 0.1208
O 12.0662 10.9094 19.131 -0.0107 -0.0421 0.1368
O 1.9525 10.3246 -2.5607 -0.0577 0.0767 0.1833
O 17.1304 8.1994 20.9774 0.0229 -0.127 0.0923
O 1.6856 8.1753 11.9931 0.146 -0.0551 -0.0551
O 10.8543 9.8966 21.3149 0.0148 -0.1435 0.0834
O 5.2895 10.5559 19.756 -0.0643 -0.109 0.0499
O 6.0923 9.0067 14.0184 0.17 -0.1173 -0.2252
O 6.252 6.0973 -1.3494 0.1855 -0.0118 0.1716
O 9.2307 7.0243 18.0445 0.0442 -0.0073 0.0677
O 3.342 2.6917 16.2524 -0.0314 0.0924 0.0647
O 5.25 6.7023 16.6612 -0.0208 -0.1129 0.0101
O 1.15 8.0202 21.8216 0.0163 0.0183 0.0635
O 1.9912 3.7654 14.1517 -0.0267 0.0933 0.0101
O 9.6174 7.9165 10.8417 -0.2862 0.3956 0.1461
O -0.7245 5.4444 -1.461 -0.0612 0.0031 0.1335
O 3.8366 1.9285 13.744 -0.0147 0.0231 -0.0718
O 11.9192 10.9166 16.4793 -0.0167 0.0367 -0.0687
O 11.1658 -0.1194 14.0346 -0.017 -0.0243 -0.2905
O 8.5141 2.9357 15.8509 0.01 0.062 -0.0548
O 9.6681 10.9357 18.0181 0.0273 -0.0413 0.0125
O 12.4943 11.9118 21.5187 0.2051 -0.0179 0.2512
O 6.9827 5.5999 18.2695 -0.0224 0.0209 0.0263

Results
free energy: -109009.031 eV
free energy less fixed offsets of O -569.03, Si -635.61 eV per atom: 7.789 eV
pressure: -0.76 GPa
stress xx, yy, zz, yz, xz, xy (GPa, positive in tension): 0.3, 1.77, 0.2, 0.09, -0.17, 0.23

The program warned: the cutoff lies below the one the program advises for these potential files.
